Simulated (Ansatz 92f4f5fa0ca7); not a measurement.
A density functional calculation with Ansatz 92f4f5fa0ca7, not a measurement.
Periodic cell of 258 atoms, Si166O92, from a study of silicon, its oxide and their interface. The atomic structure is a simulated model.
Doubt: the cutoff is far below the 930 eV that the study's wrapper takes by default for these files, so forces and energies are approximate.
This geometry differs little from another in the collection (a relaxation step or a small displacement).

Settings: functional PBE; potential files Ansatz PAW; basis plane waves; wave-function cutoff 580 eV; density cutoff ratio 5; exchange-correlation grid ratio 1; k mesh 1 x 1 x 1, Gamma-centred; self-consistency stop 5e-08 eV per atom in the density residual; occupations fixed; spin none; net charge 0.

Cell vectors (angstrom)
a  10.938  0  0
b  0  10.938  0
c  0  0  37.7873

Atoms: element, x, y, z (angstrom)
Si  0  0  0.683
Si  5.469  0  0.683
Si  2.7345  2.7345  0.683
Si  8.2035  2.7345  0.683
Si  0  5.469  0.683
Si  5.469  5.469  0.683
Si  2.7345  8.2035  0.683
Si  8.2035  8.2035  0.683
Si  1.3673  1.3673  2.0503
Si  6.8362  1.3673  2.0503
Si  4.1018  4.1018  2.0503
Si  9.5708  4.1018  2.0503
Si  1.3673  6.8362  2.0503
Si  6.8362  6.8362  2.0503
Si  4.1018  9.5708  2.0503
Si  9.5708  9.5708  2.0503
Si  2.7345  0  35.7358
Si  8.2035  0  35.7358
Si  0  2.7345  35.7358
Si  5.469  2.7345  35.7358
Si  2.7345  5.469  35.7358
Si  8.2035  5.469  35.7358
Si  0  8.2035  35.7358
Si  5.469  8.2035  35.7358
Si  4.1018  1.3673  37.1031
Si  9.5708  1.3673  37.1031
Si  1.3673  4.1018  37.1031
Si  6.8362  4.1018  37.1031
Si  4.1018  6.8362  37.1031
Si  9.5708  6.8362  37.1031
Si  1.3673  9.5708  37.1031
Si  6.8362  9.5708  37.1031
Si  0.3136  -0.5538  27.8428
Si  4.7486  0.3916  27.691
Si  3.4334  2.3994  27.5504
Si  8.0134  2.6336  27.438
Si  -0.0028  6.1069  27.201
Si  5.8803  4.9955  27.4424
Si  2.0984  8.7583  27.6718
Si  8.4293  8.0281  27.4733
Si  1.197  1.1615  29.1233
Si  6.7129  1.2095  28.7851
Si  4.2602  4.0768  28.9114
Si  9.5146  3.8764  28.7845
Si  1.3184  6.9446  28.9392
Si  6.8891  6.7315  28.712
Si  3.9211  9.5622  28.9487
Si  9.5021  9.4352  29.0137
Si  2.6988  -0.0502  30.458
Si  8.1098  -0.0651  30.228
Si  -0.1061  2.6596  30.3234
Si  5.5138  2.6524  30.2956
Si  2.7232  5.4352  30.1439
Si  8.2336  5.393  30.1687
Si  -0.0608  8.1392  30.4137
Si  5.4314  8.1077  30.0975
Si  4.1221  1.3432  31.6975
Si  9.4568  1.3019  31.6593
Si  1.3534  4.0657  31.5691
Si  6.8657  4.0609  31.6084
Si  4.0784  6.7896  31.552
Si  9.5194  6.7295  31.6683
Si  1.2996  9.5251  31.7513
Si  6.7663  9.4765  31.565
Si  -0.0659  -0.0131  33.0425
Si  5.474  -0.0593  33.005
Si  2.7215  2.7314  32.9937
Si  8.1769  2.7156  33.0308
Si  0.0051  5.4126  32.9984
Si  5.4607  5.441  32.9479
Si  2.7369  8.1493  33.0032
Si  8.1543  8.1497  32.9802
Si  1.3475  1.3628  34.3648
Si  6.8167  1.3388  34.3758
Si  4.0943  4.0989  34.3545
Si  9.5679  4.0771  34.3768
Si  1.3551  6.8057  34.3671
Si  6.8018  6.8073  34.361
Si  4.0885  9.543  34.37
Si  9.5222  9.5331  34.3701
Si  2.7539  0.0225  3.411
Si  8.2241  0.0242  3.4141
Si  0.0208  2.7625  3.4122
Si  5.4869  2.7573  3.4204
Si  2.7603  5.493  3.4191
Si  8.22  5.4881  3.4164
Si  0.019  8.226  3.4179
Si  5.4897  8.227  3.4154
Si  4.0912  1.4207  4.779
Si  9.5774  1.421  4.7723
Si  1.3938  4.1306  4.7806
Si  6.8684  4.1209  4.7896
Si  4.134  6.8666  4.7882
Si  9.5757  6.8768  4.7779
Si  1.4091  9.5894  4.7771
Si  6.8571  9.6047  4.7788
Si  0.0469  0.0689  6.0799
Si  5.4791  0.0628  6.1001
Si  2.753  2.7938  6.1892
Si  8.2355  2.7821  6.1882
Si  0.025  5.5148  6.1119
Si  5.5159  5.5028  6.1419
Si  2.7805  8.235  6.1688
Si  8.2225  8.2483  6.1631
Si  1.3532  1.413  7.5199
Si  6.7994  1.4213  7.5028
Si  4.1463  4.1892  7.5393
Si  9.6428  4.1819  7.5268
Si  1.3854  6.8525  7.4988
Si  6.8702  6.8541  7.5383
Si  4.1703  9.6453  7.4963
Si  9.6338  9.6761  7.4352
Si  2.7843  0.0801  8.8435
Si  8.2388  0.0768  8.7861
Si  0.0487  2.8242  8.9302
Si  5.5072  2.8404  8.9323
Si  2.7734  5.5474  8.9207
Si  8.3222  5.5644  8.9269
Si  0.0758  8.3288  8.7906
Si  5.5248  8.2727  8.8787
Si  3.9254  1.6245  10.2026
Si  9.2807  1.7146  10.1203
Si  1.6892  3.9297  10.2766
Si  7.1085  4.0347  10.2381
Si  3.8842  7.2085  10.2063
Si  9.5358  7.1963  10.1883
Si  1.6285  9.4553  10.1674
Si  7.2191  9.3664  10.1221
O  6.9551  3.8247  26.9044
O  -0.1215  11.0027  26.3759
O  8.1662  2.8254  10.6563
O  2.7375  8.3206  10.6906
O  2.7971  2.7557  10.6971
O  8.3413  19.194  10.6463
O  7.715  8.8703  26.2348
O  3.4313  2.9132  25.9986
O  4.5684  0.7881  11.4802
O  9.8195  0.9703  11.4642
O  0.9122  10.1516  11.4824
O  6.6535  10.0568  11.4858
O  10.4399  6.7746  11.5202
O  1.1278  4.6342  11.6678
O  6.5401  4.7876  11.6062
O  4.5659  6.6054  11.5737
O  6.4067  -0.5538  24.3881
O  4.6999  1.4926  24.1406
O  10.4286  4.5989  27.5811
O  12.8005  2.0995  27.9163
O  9.6279  7.059  26.8502
O  11.88  6.0322  25.853
O  5.1448  5.5925  26.1034
O  2.2897  8.3376  26.0634
Si  2.1103  1.1964  14.0743
Si  1.292  7.358  14.905
Si  6.3201  7.7001  17.7382
Si  6.843  1.9421  14.493
Si  11.6912  2.202  23.1641
Si  5.5518  10.7937  12.4025
Si  4.1275  3.4005  14.263
Si  1.5901  7.7516  17.8859
Si  15.5897  16.5676  24.5498
Si  8.8079  11.492  16.5009
Si  6.0774  6.0102  20.3419
Si  3.8903  9.5344  17.2711
Si  11.9175  1.0264  20.2763
Si  3.6954  2.7505  24.4055
Si  10.7335  9.0756  19.9204
Si  9.7746  3.2235  19.4274
Si  10.4564  3.0995  16.6582
Si  7.9505  -0.8497  19.0754
Si  7.3594  6.8566  14.7789
Si  4.3221  -1.3862  22.1016
Si  5.8758  0.9215  20.7282
Si  3.079  7.1386  20.5938
Si  4.8656  -0.0734  24.5758
Si  9.9823  4.5714  21.9644
Si  11.567  18.0666  22.2723
Si  5.4865  5.6606  12.5157
Si  12.8171  7.1225  25.0466
Si  3.7698  12.3294  18.7959
Si  8.9468  4.2266  14.2387
Si  7.734  9.5002  24.7138
Si  7.4023  14.2785  21.1634
Si  9.597  9.1312  14.5632
Si  6.6073  7.5048  22.7817
Si  11.032  5.5938  12.4967
Si  10.8233  0.1111  12.3864
Si  2.451  2.8849  16.4962
Si  3.5615  9.4295  14.2902
Si  9.7823  0.8007  25.3666
O  10.1242  1.5148  16.4314
O  3.2319  17.3545  24.4904
O  13.4354  12.2874  19.8037
O  9.564  3.688  17.8847
O  6.3394  4.4187  20.553
O  11.0455  3.6183  22.7226
O  5.6621  8.6741  22.2019
O  7.4965  1.2454  15.8102
O  11.9892  7.6837  23.7524
O  1.4285  6.861  16.4929
O  1.0549  3.4587  17.0759
O  3.1975  3.9465  15.4976
O  4.292  9.767  15.7089
O  4.8065  8.3068  17.8266
O  2.5217  7.0618  19.0504
O  8.9696  -0.3832  24.5727
O  3.239  2.2414  13.4958
O  8.483  11.2445  18.0679
O  3.866  -1.0122  23.6454
O  6.4245  6.4601  18.8041
O  6.9223  -0.1672  20.1245
O  11.0647  8.3522  21.3345
O  9.1407  10.0703  15.8019
O  6.3982  0.7976  13.4281
O  6.2433  6.6278  13.5975
O  10.7045  1.5957  24.2989
O  1.9466  6.437  21.556
O  0.8718  6.1887  13.8221
O  8.4291  4.061  22.2474
O  5.4965  2.7703  14.8971
O  3.4943  2.5297  17.6746
O  11.7773  12.1175  21.8932
O  7.7947  8.2396  23.6491
O  10.3167  6.0834  22.4495
O  5.1266  12.7505  19.5824
O  4.1143  10.8925  18.1109
O  10.1342  3.8382  15.2664
O  6.5984  2.02  21.7229
O  10.8758  12.9684  19.525
O  15.3703  4.131  23.9149
O  9.1545  -1.5111  19.937
O  2.0165  1.5346  15.666
O  7.954  2.9803  13.8798
O  0.6878  1.2491  13.2723
O  4.5576  -0.247  26.1569
O  11.0172  8.4389  14.9323
O  4.4992  6.336  20.6693
O  0.1669  8.1433  18.608
O  5.7836  6.4371  23.7035
O  2.7217  8.0177  14.385
O  10.2353  4.4989  20.3417
O  4.7276  9.582  13.1525
O  8.327  2.7195  19.9662
O  8.1277  5.4357  14.9534
O  2.3203  9.1329  17.4017
O  3.2719  8.6935  21.1718
O  13.2039  2.4919  23.6808
O  9.7124  4.713  12.8904
O  11.6041  10.4417  19.8292
O  8.4152  8.0236  14.3139
O  6.6611  7.2204  16.2129
O  9.8598  10.0643  13.2558
O  7.3139  8.9018  18.1707
O  8.7573  12.7649  26.1743
O  7.0958  6.7504  21.4133
O  2.4842  -0.3635  13.9265
O  4.6945  0.0556  21.4438
O  4.4806  4.6146  13.2596

Results
free energy: -157854.275 eV
free energy less fixed offsets of O -568.88, Si -635.61 eV per atom: -6.055 eV

Forces (eV/angstrom), in the order of the atoms: element, x, y, z
Si  -0.0447  -0.0073  -0.0083
Si  -0.0288  -0.0493  -0.0139
Si  -0.0424  -0.0315  0.0115
Si  -0.034  -0.0276  -0.0006
Si  -0.031  -0.0255  -0.0107
Si  -0.0534  -0.0124  -0.013
Si  -0.0293  -0.03  0.0022
Si  -0.0249  -0.0183  0.0018
Si  -0.0116  0.0252  -0.036
Si  -0.0122  0.0411  -0.0072
Si  0.0949  0.0778  -0.0128
Si  0.0686  0.1103  -0.0487
Si  0.0292  0.051  0.0166
Si  0.0331  0.0384  -0.0236
Si  0.0704  0.1044  -0.0368
Si  0.0876  0.0905  -0.0149
Si  -0.0631  -0.0334  -0.0986
Si  -0.0713  -0.0862  0.0962
Si  0.0136  -0.0606  0.1496
Si  -0.1161  -0.0599  -0.0657
Si  0.0222  -0.075  0.0268
Si  -0.0328  -0.0389  -0.0791
Si  -0.0693  -0.0912  -0.097
Si  -0.049  -0.1144  0.0485
Si  0.0136  0.0468  0.0062
Si  0.0736  -0.02  -0.0017
Si  0.0404  -0.0047  0.0092
Si  0.0564  0.0087  -0.0034
Si  0.0256  0.0346  0.0068
Si  0.0432  0.0281  0.0065
Si  0.0088  0.0526  -0.0093
Si  0.0295  0.0489  0.0049
Si  -0.0122  0.0157  -0.0237
Si  0.0015  -0.0064  0.0057
Si  -0.0145  0.0031  0.0065
Si  -0.0063  -0.0073  -0.0003
Si  0.0037  -0.0002  0.0031
Si  0.0055  0.0016  -0.0118
Si  0.0139  -0.0203  -0.0111
Si  -0.0073  0.0009  -0.007
Si  0.0141  0.0047  -0.0004
Si  -0.0009  0.004  0.0064
Si  -0.0056  -0.0004  0.0087
Si  0.0031  -0.0021  0.0066
Si  -0.0005  -0.0014  0.0028
Si  0.0017  -0.0023  -0.0036
Si  -0.0004  -0.0042  0.0013
Si  -0.0086  -0.0005  0.008
Si  -0.0012  0.0051  -0.0127
Si  0.0014  -0.0018  -0.0036
Si  -0.0016  0.0028  0.002
Si  0.0008  -0.0053  -0.0052
Si  0.0026  0.0011  -0.0019
Si  0.006  0.0015  -0.0049
Si  0.0071  0.005  -0.0048
Si  -0.0028  0.0024  -0.0046
Si  0.0002  0.0021  0.0062
Si  -0.0013  -0.0015  0.0013
Si  0.0018  -0.0018  -0.001
Si  0.0072  0.0086  0.0037
Si  0.0013  0.0012  -0.0024
Si  -0.0047  -0.0031  0.0068
Si  0.0081  0.0043  0.0095
Si  -0.0014  -0.0026  -0.0002
Si  -0.0018  0.0034  0.0011
Si  0.0023  -0.0025  0.0012
Si  0.0016  0.0009  0.0013
Si  0.0004  -0.0025  0.0004
Si  0.0034  -0.0013  0.0013
Si  -0.0031  0.0004  0.0001
Si  -0.0029  -0.0009  -0.0017
Si  0.0011  0.0005  0.0005
Si  0.0012  -0.0008  0.0001
Si  -0.0003  0.002  0.0013
Si  0.0004  -0.0024  0.001
Si  -0.0008  0.001  0.0008
Si  -0.0001  0.0022  -0.0004
Si  0.0003  -0.0014  0.0005
Si  -0.0022  0.0016  0.0003
Si  0.0003  -0.0021  0.0002
Si  0.0004  -0.0012  -0.0013
Si  -0.0003  -0.0013  0.0002
Si  -0.0004  -0.001  0.0002
Si  0.0004  -0.0006  -0.0015
Si  -0.0002  -0.001  0.0003
Si  -0.0001  -0.0013  -0.0011
Si  0.0014  -0.0006  -0.0012
Si  0.0011  -0.0012  0.0005
Si  -0.0035  0.0028  0.003
Si  0.0001  0.0009  0.0006
Si  -0.0017  0.0027  0.0007
Si  0.0021  -0.0013  0.0021
Si  -0.0007  0.0012  0.0019
Si  -0.0045  0.0034  0.0027
Si  0.0006  -0.002  0.0026
Si  -0.0025  0.0015  0.0008
Si  -0.0012  0.0064  0.0001
Si  0.0087  -0.0046  -0.0014
Si  0.0006  0.0026  -0.0002
Si  0.0011  0.0006  -0.0005
Si  0.0066  -0.0062  -0.0009
Si  -0.0028  0.0031  0.001
Si  0.0011  0.0003  0.0002
Si  -0.0016  -0.0001  -0.001
Si  0.0091  -0.0071  -0.0027
Si  -0.0093  0.019  0.0071
Si  0.0033  -0.0041  -0.0009
Si  -0.0105  0.0096  0.0059
Si  0.0015  0.0147  0.0068
Si  0.0083  0.0047  0.0002
Si  -0.012  0.0092  0.0046
Si  0.0004  -0.0006  0.007
Si  -0.0001  -0.0115  0.0008
Si  -0.0002  -0.0118  -0.0118
Si  0.0179  0.0155  -0.0083
Si  0.0233  0.0003  0.0043
Si  -0.0095  -0.0072  -0.0061
Si  -0.0038  -0.0197  0.0047
Si  0.0011  -0.007  0.0008
Si  0.007  0.0009  -0.0075
Si  -0.0074  0.0021  0.0078
Si  -0.0404  0.0191  0.0495
Si  0.0079  -0.0092  0.013
Si  0.0156  -0.0174  -0.0214
Si  -0.0167  0.0144  0.0375
Si  -0.0048  0.0175  0.0019
Si  0.0137  -0.0095  0.0088
Si  0.0166  -0.0171  0.0265
O  -0.0046  0.006  0.0041
O  0.0073  -0.0136  0.0205
O  -0.0096  0.0065  -0.0207
O  -0.0094  0.013  -0.0178
O  -0.0017  -0.0005  -0.0108
O  -0.0037  0.0031  -0.0153
O  0.0042  -0.0113  0.0141
O  0.0075  -0.0009  -0.0095
O  -0.0059  0.0072  0.0016
O  0.0012  0.0043  -0.0038
O  0.0063  -0.004  0.0006
O  0.0028  -0.0042  -0.0023
O  -0.0042  0.0014  0.0042
O  0.0069  -0.0078  -0.0037
O  0.0039  -0.0036  0.012
O  -0.0067  0.0053  -0.0076
O  0.0215  -0.0029  -0.013
O  -0.0004  0.0093  -0.0098
O  -0.0047  -0.0028  0.0002
O  -0.0084  -0.0117  0.0043
O  -0.0012  0.0024  -0.0018
O  -0.0012  -0.0023  -0.0011
O  0.0049  -0.0053  0.0084
O  0.0007  0.0153  0.0185
Si  0.0043  0.0049  -0.0147
Si  0.001  0.0067  -0.0112
Si  -0.0037  0.0015  0.0055
Si  0.0046  0.0025  -0.0119
Si  0.0002  0.0016  0.0092
Si  -0.0035  0.0005  -0.0104
Si  -0.0037  -0.0026  -0.0134
Si  0.0004  0.0039  0.0077
Si  0.0088  -0.0026  0.0023
Si  -0.0001  0.0024  -0.0051
Si  0.002  -0.0053  0.0091
Si  0.0022  0.0041  0.0008
Si  0.0041  0.004  0.0091
Si  -0.0084  -0.0069  0.0071
Si  0.0004  -0.0001  0.0079
Si  -0.0089  0.0007  0.0159
Si  0.0005  -0.0007  0.0007
Si  0.0021  0.0009  0.0075
Si  0.0027  0.0015  -0.0108
Si  0.0011  0  0.0064
Si  0.0024  0.0007  0.0119
Si  0.0025  0.0007  0.0083
Si  -0.0126  0.0019  -0.0072
Si  -0.008  -0.0019  0.0097
Si  -0.0052  -0.0016  0.0018
Si  -0.0001  -0.0046  -0.0146
Si  -0.0041  0.0021  -0.0006
Si  -0.0011  0.0029  0.0025
Si  0.003  -0.0004  -0.0127
Si  -0.0004  -0.0094  0.0031
Si  0.0043  -0.0005  0.0103
Si  0.0032  0.0019  -0.0138
Si  0.0017  0.0018  0.0048
Si  -0.0087  0.0032  -0.0118
Si  0.0014  -0.0074  -0.0155
Si  -0.0031  -0.0013  -0.0022
Si  -0.0028  -0.0043  -0.0122
Si  0.0118  0.0077  0.0084
O  0.0006  0.002  0.006
O  -0.0047  -0.0008  -0.0051
O  0.0018  0.0015  -0.0036
O  0.0033  -0.0009  -0.004
O  0.0006  0.0003  -0.0063
O  0.003  0.0012  -0.0018
O  0.0019  -0.003  -0.0053
O  -0.0058  0.003  0.003
O  0.0052  -0.0011  0.0061
O  -0.0014  0.0002  -0.0012
O  -0.0001  -0.0006  0.0012
O  0.0045  0.0001  0.0053
O  -0.001  -0.001  0.0044
O  0.0011  0.0019  0.0002
O  0  -0.001  -0.0038
O  -0.0008  -0.0022  -0.0065
O  0.0002  0.0008  0.0115
O  0.0009  0.0013  -0.0029
O  0.0002  0.0001  -0.0008
O  -0.0004  0.0009  -0.003
O  -0.0044  0.0021  -0.0005
O  0.0027  -0.0035  0.0018
O  0.0003  -0.0032  0.0045
O  -0.0078  -0.0097  0.0055
O  -0.0053  -0.0036  0.0073
O  -0.0063  -0.0088  0.0046
O  -0.0027  -0.0016  -0.0017
O  -0.0058  -0.0037  0.0026
O  0.0006  -0.0006  -0.0068
O  -0.0015  0.0008  0.0097
O  -0.0036  -0.0018  0.0031
O  0.0001  0  0.001
O  0.0047  0.0062  -0.001
O  0.0043  0.0031  -0.0047
O  -0.0006  -0.0008  -0.0034
O  0.0003  -0.0005  0.0001
O  -0.0041  0.0069  0.0018
O  -0.0002  -0.0001  -0.0077
O  0.0009  -0.0021  -0.0063
O  0.0018  0.0027  -0.0035
O  0.0021  0.0005  -0.0029
O  -0.0035  0.0015  0.0047
O  -0.002  0.0012  0.0111
O  -0.0048  -0.0048  0.0085
O  -0.0012  -0.0059  0.0187
O  -0.0014  -0.002  0.0106
O  -0.0037  0.0001  -0.0053
O  0.0011  0.0002  -0.0026
O  -0.0063  -0.0066  0.0004
O  0.001  0.002  0.0103
O  0.0018  -0.0004  -0.001
O  0.0097  0.0082  0.0082
O  0.0037  0.001  -0.0004
O  -0.0017  0.0014  0.0094
O  -0.0006  0.0008  0.0024
O  0.0021  0.0002  -0.0039
O  0.0104  0.0026  -0.0024
O  0.0023  0.0025  0.0106
O  0.0014  -0.0045  -0.0047
O  -0.0039  -0.0008  0.0116
O  0.0008  -0.0029  -0.0022
O  0.0039  0.0077  0.0063
O  0.003  -0.0011  -0.0008
O  -0.0047  0.0073  0.0021
O  -0.0002  0.0036  0.0013
O  -0.005  0.0047  0.0112
O  -0.002  -0.0047  -0.0028
O  0.0051  0.0093  0.01

The program warned: the cutoff lies below the one the program advises for these potential files; the exchange-correlation potential is rough where the density is thin.
